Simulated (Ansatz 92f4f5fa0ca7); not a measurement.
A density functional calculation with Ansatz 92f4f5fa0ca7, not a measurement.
Periodic cell of 144 atoms, Si90O54, from a study of silicon, its oxide and their interface. The atomic structure is a simulated model.

Settings
functional: r2SCAN
potential files: Ansatz norm-conserving
basis: plane waves
wave-function cutoff: 1300 eV
density cutoff ratio: 4
exchange-correlation grid ratio: 1
k mesh: 2 x 2 x 1, shifted by 0.5 0.5 0.5 of a step
self-consistency stop: 5e-08 eV per atom in the density residual
occupations: Fermi-Dirac, 0.05 eV
spin: none
net charge: 0

Cell vectors (angstrom)
a, 11.54, 0, 0
b, 0, 11.54, 0
c, 0, 0, 19.066

Atoms and the computed forces on them: element, x, y, z (angstrom), force x, y, z (eV/angstrom)
Si, -0.0701, 0.8886, -0.0881, 0.0648, 0.2454, -0.7788
Si, -0.0264, 3.9163, 0.4474, 0.0572, 0.0904, -1.1999
Si, 0.0448, 7.017, 0.2931, -0.0809, -0.2017, -0.4534
Si, 3.6901, 0.572, -0.3809, -0.2533, 0.3254, -0.7119
Si, 3.807, 3.6032, 0.3138, -0.1069, -0.0477, -0.8048
Si, 4.1213, 6.6336, -0.1794, 0.0633, -0.2181, -0.8939
Si, 7.8162, 0.9619, -0.4166, 0.3255, 0.4781, -0.9438
Si, 7.7048, 3.9307, 0.4487, -0.0334, 0.1555, -1.2208
Si, 7.6672, 6.9691, 0.0243, 0.0051, -0.2604, -0.9172
Si, 1.8998, 0.1392, 1.1359, -0.114, 0.0062, -0.2327
Si, 1.93, 3.7639, 1.6571, 0.1523, -0.0406, -0.1679
Si, 2.1517, 7.4593, 1.2125, 0.0224, -0.2548, -0.2817
Si, 5.7771, 0.0866, 0.8211, -0.0114, 0.1409, -0.0477
Si, 5.737, 3.7455, 1.6205, -0.0422, 0.0447, -0.1368
Si, 5.7848, 7.4062, 1.3645, -0.0354, -0.0521, -0.2802
Si, 9.5524, 0.2566, 1.1489, 0.0726, -0.0096, -0.1258
Si, 9.6081, 3.8617, 1.7331, -0.1111, 0.0325, -0.1255
Si, 9.5799, 7.5612, 1.3679, -0.1254, -0.2222, -0.1764
Si, 1.9348, 1.7894, 2.8195, -0.0758, -0.1749, 0.2627
Si, 2.0374, 5.7487, 2.823, 0.1514, 0.1521, 0.1007
Si, 1.978, 9.5946, 2.4157, -0.0473, 0.0696, -0.1912
Si, 5.7641, 1.7154, 2.6848, 0.0831, -0.1075, 0.0387
Si, 5.7491, 5.6783, 2.8978, 0.0387, -0.1341, 0.2703
Si, 5.7623, 9.6243, 2.3624, 0.0451, 0.0265, -0.2355
Si, 9.5706, 1.8591, 2.855, -0.0337, -0.0931, 0.3328
Si, 9.5934, 5.8141, 2.9268, -0.0932, 0.1577, 0.259
Si, 9.5935, 9.6918, 2.4702, 0.0292, 0.0846, -0.1091
Si, -0.0007, 1.8578, 4.1453, 0.0775, -0.1557, -0.1026
Si, 0.0759, 5.7909, 4.1129, -0.0221, 0.1527, -0.0442
Si, 0.0401, 9.6377, 3.8532, 0.0268, -0.0074, -0.0308
Si, 3.8902, 1.8254, 4.1226, 0.0041, 0.0088, -0.0293
Si, 3.8663, 5.6925, 4.2403, -0.1736, 0.104, -0.0974
Si, 3.8815, 9.6554, 3.8667, -0.1098, 0.0404, 0.0261
Si, 7.6152, 1.8198, 4.1554, 0.0734, -0.0764, -0.0611
Si, 7.6657, 5.7419, 4.2224, 0.0823, -0.0085, -0.0863
Si, 7.6454, 9.6489, 3.8616, 0.0454, 0.0479, 0.0543
Si, 0.0066, -0.0789, 5.4268, -0.0018, 0.0551, 0.0423
Si, 0.0802, 3.8377, 5.4074, -0.0436, 0.0315, 0.1046
Si, 0.0965, 7.7693, 5.3364, 0.0067, 0.0144, 0.1409
Si, 3.8923, -0.0686, 5.4614, -0.0131, -0.1458, -0.0603
Si, 3.8193, 3.7467, 5.5279, 0.2245, -0.0342, 0.2088
Si, 3.9051, 7.7405, 5.3177, -0.0829, -0.0568, 0.066
Si, 7.6143, -0.108, 5.4821, 0.0181, -0.1571, 0.0215
Si, 7.6627, 3.7805, 5.4725, -0.1393, 0.002, 0.2455
Si, 7.7019, 7.7777, 5.3485, 0.0169, 0.0488, 0.0633
Si, 1.9487, 0.0391, 6.7846, -0.0817, 0.0968, -0.0681
Si, 1.8829, 3.7825, 6.9262, -0.1595, -0.028, 0.1269
Si, 2.0371, 7.7131, 6.7326, -0.0792, 0.0133, -0.0901
Si, 5.7254, -0.1421, 6.9711, 0.0205, 0.3575, 0.258
Si, 5.7534, 3.8339, 6.8672, 0.0308, -0.1302, 0.0748
Si, 5.7835, 7.7165, 6.7077, 0.0253, -0.0023, -0.0126
Si, 9.5892, -0.064, 6.782, -0.0873, -0.0403, 0.0432
Si, 9.6822, 3.8514, 6.6962, 0.094, -0.0219, -0.0999
Si, 9.6816, 7.7767, 6.6476, 0.0347, 0.0823, -0.1899
Si, 1.7183, 1.8313, 8.364, 0.0838, -0.1835, 0.39
Si, 2.0205, 5.8024, 8.2096, 0.0831, 0.0669, 0.3329
Si, 2.0765, 9.6538, 8.0173, 0.0348, -0.2706, 0.2684
Si, 5.6203, 1.9366, 8.284, 0.086, -0.0369, 0.1333
Si, 5.8479, 5.8698, 8.1292, 0.0323, -0.0559, 0.1791
Si, 5.7584, 9.3722, 8.3065, -0.2027, -0.0251, 0.1713
Si, 9.5127, 1.9648, 8.0318, -0.07, -0.2884, 0.3448
Si, 9.7232, 5.8356, 7.9299, -0.0383, 0.159, 0.2753
Si, 9.6964, 9.5554, 8.168, 0.2768, -0.1347, 0.3053
Si, -0.4987, 1.4489, 9.7576, -0.5285, 0.7037, 0.2922
Si, -0.0072, 6.0948, 9.4159, -0.0304, 0.1588, 0.5284
Si, 0.2317, 9.2851, 9.3499, 0.0303, -0.3099, 0.317
Si, 3.6856, 2.4673, 9.636, 0.1565, 0.0996, 0.4892
Si, 4.0227, 5.6622, 9.6054, 0.0058, -0.1051, 0.3537
Si, 3.797, 9.6336, 9.6705, -0.1448, 0.3573, 0.4515
Si, 7.6291, 2.5204, 9.3797, -0.1034, 0.2702, 0.5659
Si, 7.8865, 5.6822, 9.3626, 0.1438, -0.472, 0.5905
Si, 7.762, 9.5243, 9.5122, 0.074, 0.6979, 0.6337
Si, 4.5304, 6.5073, 12.6138, 0.0401, -0.1752, 0.676
Si, -2.9336, 7.6259, 11.7746, -0.1402, -0.0978, 0.4177
Si, 7.179, -5.4831, 13.9421, 0.069, -0.3379, -0.0033
Si, 4.0184, 0.3781, 11.6949, 0.2431, 0.0779, 0.3046
Si, 8.4859, 0.4239, 10.9958, -0.2179, -0.1298, 0.2462
Si, 6.6588, -0.0564, 13.3394, -0.0145, -0.1944, 0.3434
Si, -0.2005, 3.9481, 11.7403, -0.0089, -0.077, 0.3919
Si, -0.0915, 6.0562, 15.1795, -0.3026, -0.3693, 0.1529
Si, 1.8347, 9.8819, 11.7707, -0.0696, -0.1801, 0.3049
Si, 13.3274, 5.402, 13.104, 0.2076, -0.1984, 0.4684
Si, 11.5453, 7.795, 12.7762, -0.1099, -0.3478, 0.4542
Si, 0.4721, 8.4824, 16.855, -0.1785, -0.214, -0.1887
Si, 4.9265, -2.3758, 14.4279, 0.1863, 0.1792, -0.0259
Si, 6.1211, 7.4114, 16.5865, -0.0079, 0.0998, -0.3347
Si, 11.2798, 11.0944, 16.0212, -0.1699, 0.0396, -0.311
Si, 2.5893, 10.4806, 16.062, 0.024, -0.0881, -0.1598
Si, 8.6485, 1.0432, 15.5176, 0.1318, 0.3836, -0.4191
Si, 9.4488, 3.9737, 14.3852, -0.1609, 0.1487, 0.4603
O, -0.0365, 2.5355, -0.5337, -0.0504, -0.4358, 0.9412
O, 12.6635, -4.861, -6.7295, -0.1445, 0.0608, 0.0761
O, 0.3734, 6.9121, -2.6139, 0.1366, 0.3832, -0.0853
O, -0.0388, 5.4192, -0.3291, 0.0544, 0.3626, 0.762
O, -0.0259, 8.3763, -0.6826, 0.1342, -0.2908, -0.0028
O, 4.7575, 7.0023, -1.6829, -0.1037, -0.0228, 0.7236
O, 3.3705, -0.1841, -1.8577, 0.1303, 0.2641, 0.7433
O, 3.7432, 2.2389, -0.6776, 0.1326, -0.1955, 0.7243
O, 3.7995, 5.0292, -0.5283, 0.1107, 0.3953, 0.5793
O, 1.9847, 9.09, -2.3506, -0.1102, 0.1591, 0.0425
O, 8.2383, 0.6571, -2.0177, -0.231, 0.0025, 0.9604
O, 6.6665, -5.1736, -3.6122, -0.1718, 0.3094, 0.1817
O, 10.046, 11.7609, -3.8824, 0.0624, -0.0778, 0.3616
O, 7.7287, 5.3515, -0.4423, -0.0662, 0.2093, 0.8568
O, 7.7281, 14.1671, -0.5783, -0.0357, -0.5481, 0.6816
O, 7.3328, 7.7314, -1.4341, 0.0791, -0.318, 0.7099
O, -3.5648, -0.1961, 12.3991, 0.1596, 0.2074, -0.327
O, 0.2381, 7.6868, 9.8465, -0.276, 0.1557, -0.3914
O, -0.4893, 5.2287, 10.7685, 0.2608, 0.1307, -0.5905
O, -0.251, 2.6422, 10.837, 0.0104, -0.432, -0.3379
O, 1.221, 5.2962, 14.6224, -0.1388, 0.2507, -0.4148
O, 2.9527, -2.5907, 10.978, 0.2642, 0.4867, -0.4471
O, 8.0012, 7.2999, 13.2609, 0.1244, 0.0095, -0.3115
O, -0.6255, 7.1937, 14.15, 0.3307, 0.0284, -0.2492
O, 5.9181, 5.7584, 12.9697, -0.051, 0.3078, -0.046
O, 7.8546, 8.8631, 11.037, -0.013, 0.0059, -0.7327
O, 4.3313, 6.5526, 10.9997, -0.1946, -0.3691, -0.8442
O, 7.8971, 1.9295, 10.9091, 0.1085, -0.2444, -0.5286
O, 8.0667, 4.7109, 14.0002, 0.0223, 0.2805, -0.0688
O, 8.2988, 6.3442, 10.8264, -0.1393, 0.1092, -0.5795
O, 7.7142, 11.1561, 9.8095, 0.1388, -0.279, 0.1265
O, -0.529, 9.4777, 16.0431, 0.3536, 0.1309, 0.2337
O, -1.4428, 0.3898, 10.7131, 0.3518, 0.296, -0.5033
O, 0.9473, 9.1283, 12.9393, 0.2382, 0.1264, -0.4887
O, 4.4962, 7.9484, 13.4171, 0.0145, -0.1085, -0.0885
O, 4.3931, -0.5008, 10.3593, -0.1783, -0.2607, 0.0558
O, 5.3307, 0.6426, 12.6635, -0.2729, -0.1797, -0.3599
O, 2.698, 11.1574, 12.3482, 0.007, -0.0734, -0.3147
O, 10.3115, 3.8096, 13.0096, 0.2868, 0.1279, -0.4027
O, 12.2157, 10.2297, 10.6613, -0.0591, -0.1363, -0.2518
O, 3.5919, -9.702, 11.1624, 0.053, -0.0851, -0.5122
O, 6.0696, -1.5244, 13.669, -0.0481, 0.1175, -0.0846
O, 1.3267, 4.067, 12.312, -0.3019, 0.2824, -0.192
O, -3.8658, 4.1107, 9.7714, 0.0749, -0.1242, -0.4942
O, 3.8885, 4.0697, 10.0132, -0.1472, -0.0846, -0.2817
O, 12.8228, 11.2912, 15.4531, 0.002, -0.203, 0.2775
O, 3.3735, -5.989, 13.2216, -0.0642, 0.1926, -0.3297
O, 10.1872, 8.0302, 11.9057, -0.0659, -0.1164, -0.0404
O, 9.0672, 2.5944, 15.1524, -0.0608, -0.3262, 0.0271
O, 10.2899, 4.936, 15.4249, 0.1511, 0.1643, -0.2817
O, -0.2214, 11.651, 17.5398, 0.0577, 0.1601, 0.3092
O, 7.2998, 0.6841, 14.6498, 0.0988, -0.1194, -0.0887
O, 5.6755, -2.8016, 15.7899, -0.0467, -0.1921, -0.0017
O, 3.6353, 10.0593, 14.879, -0.1167, -0.0178, 0.1645

Results
free energy: -35666.993 eV
free energy less fixed offsets of O -463.61, Si -117.95 eV per atom: -16.553 eV
pressure: -2.31 GPa
stress xx, yy, zz, yz, xz, xy (GPa, positive in tension): 2.04, 2.45, 2.42, 0.55, 0.11, 1.33

The program warned: the forces do not sum to zero within the program's tolerance.
